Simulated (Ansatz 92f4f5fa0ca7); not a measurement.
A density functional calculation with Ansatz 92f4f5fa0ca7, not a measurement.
Periodic cell of 466 atoms, Si304O162, from a study of silicon, its oxide and their interface. The atomic structure is a simulated model.
Doubt: the cutoff is far below the 930 eV that the study's wrapper takes by default for these files, so forces and energies are approximate.
This geometry differs little from another in the collection (a relaxation step or a small displacement).

Settings: functional PBE; potential files Ansatz PAW; basis plane waves; wave-function cutoff 580 eV; density cutoff ratio 5; exchange-correlation grid ratio 1; k mesh 1 x 1 x 1, Gamma-centred; self-consistency stop 5e-08 eV per atom in the density residual; occupations fixed; spin none; net charge 0.

Cell vectors (angstrom)
a	15.4691	0	0
b	0	15.4691	0
c	2.774	-3.0337	34.5709

Atoms and the computed forces on them: element, x, y, z (angstrom), force x, y, z (eV/angstrom)
Si	11.09	-3.039	24.596	0.024	-0.02	0.009
Si	11.211	-6.891	24.497	0.068	-0.002	0.084
Si	3.293	-3.115	24.297	-0.03	-0.026	0
Si	3.434	0.844	24.592	0.043	0.013	-0.17
Si	3.474	-10.765	24.584	0.103	-0.034	-0.169
Si	3.408	-6.812	24.585	0.039	-0.006	-0.053
Si	6.43	-3.018	24.457	-0.074	0.067	0.028
Si	5.848	0.808	24.435	-0.077	0.008	-0.058
Si	5.874	-10.623	24.555	-0.093	0.019	-0.064
Si	5.857	-6.94	24.377	-0.057	0.004	-0.006
Si	11.192	0.803	24.342	0.035	0.051	0.014
Si	11.204	-10.725	24.359	0.022	0.082	0.05
Si	-1.961	-3.099	24.429	-0.058	-0.017	0.002
Si	-1.83	0.736	24.267	-0.027	-0.067	-0.008
Si	-1.765	-10.813	24.292	-0.041	-0.061	0.027
Si	-1.828	-6.974	24.455	-0.047	-0.052	-0.001
Si	2.839	-1.171	25.658	-0.031	-0.027	0.028
Si	2.847	2.776	25.777	-0.071	0.021	0.033
Si	2.823	-8.809	25.715	-0.068	0.014	0.067
Si	2.883	-4.909	25.809	0.011	0.012	-0.058
Si	6.564	-1.045	25.735	0.038	-0.034	0.02
Si	6.558	2.795	25.562	0.066	-0.001	0.072
Si	6.526	-8.75	25.766	0.02	-0.015	-0.015
Si	6.579	-5.031	25.657	0.047	-0.057	0.036
Si	10.585	-1.047	25.736	-0.003	0.001	-0.016
Si	10.614	2.779	25.572	-0.019	-0.063	-0.038
Si	10.638	-8.841	25.72	-0.019	-0.02	-0.132
Si	10.594	-5.007	25.776	-0.011	0.038	-0.042
Si	-1.251	-1.152	25.619	-0.023	0.045	-0.034
Si	-1.213	2.688	25.53	0.049	0.088	0.001
Si	-1.205	-8.911	25.655	-0.018	0.025	0.025
Si	-1.206	-5.004	25.628	-0.011	0.004	-0.018
Si	0.79	-1.13	26.898	0.067	-0.016	0.028
Si	0.774	2.753	26.92	-0.001	-0.018	0.002
Si	0.798	-8.848	26.956	0.033	0.018	-0.009
Si	0.803	-4.951	26.948	0.007	0.005	0.059
Si	4.683	-1.11	27.16	0	0.045	-0.083
Si	4.752	2.797	27.156	0.047	-0.011	-0.086
Si	4.675	-8.781	27.211	-0.023	-0.01	-0.087
Si	4.768	-4.916	27.19	-0.007	-0.035	-0.01
Si	8.573	-1.057	26.998	-0.02	-0.001	-0.013
Si	8.585	2.775	26.868	-0.054	-0.005	-0.008
Si	8.593	-8.817	26.954	-0.03	0.01	0.05
Si	8.56	-5.019	26.985	-0.014	0.019	0.018
Si	12.449	-1.096	27.174	-0.015	-0.03	-0.076
Si	12.449	2.737	27.07	-0.016	0.004	-0.021
Si	12.453	-8.877	27.184	0.088	0.025	-0.071
Si	12.474	-5.009	27.181	-0.002	0.016	-0.028
Si	0.811	-3.026	28.351	0	-0.009	-0.01
Si	0.815	0.812	28.318	0.007	0.024	-0.003
Si	0.808	4.682	28.345	0.003	0.011	-0.005
Si	0.818	-6.898	28.342	-0.011	-0.009	0.003
Si	4.725	-3.006	28.521	-0.01	0.003	0.042
Si	4.706	0.847	28.469	0.005	-0.005	0.037
Si	4.713	4.723	28.495	-0.009	-0.005	0.046
Si	4.699	-6.856	28.516	0.01	0.045	0.044
Si	8.571	-3.036	28.343	0.002	-0.017	0.02
Si	8.581	0.878	28.355	0.004	0.01	0.007
Si	8.573	4.691	28.318	-0.001	-0.007	-0.003
Si	8.589	-6.919	28.394	-0.007	-0.007	0.003
Si	12.445	-3.049	28.479	-0.001	0.003	0.065
Si	12.447	0.843	28.468	-0.004	0.014	0.09
Si	12.444	4.648	28.461	0	-0.031	0.092
Si	12.459	-6.934	28.5	0.002	-0.014	0.07
Si	2.74	-3.033	29.779	-0.027	-0.004	0.015
Si	2.74	0.838	29.765	-0.038	-0.01	0.006
Si	2.739	4.692	29.774	-0.036	0.013	0.014
Si	2.732	-6.893	29.786	-0.032	0.008	0.019
Si	6.68	-3.028	29.798	0.033	0.006	0.023
Si	6.661	0.837	29.779	0.031	0.007	0.014
Si	6.673	4.703	29.78	0.045	0.002	0.019
Si	6.663	-6.904	29.798	0.034	-0.001	0.015
Si	10.484	-3.039	29.777	-0.024	0.005	0.013
Si	10.492	0.845	29.781	-0.02	-0.01	0.011
Si	10.484	4.692	29.767	-0.03	-0.006	0.013
Si	10.502	-6.907	29.799	-0.033	0.017	0.014
Si	-1.08	-3.031	29.793	0.026	-0.009	0.016
Si	14.395	0.834	29.78	0.029	-0.001	0.005
Si	-1.084	4.693	29.786	0.02	0.004	0.011
Si	-1.066	-6.901	29.796	0.036	-0.012	0.021
Si	0	1.934	2.05	-0.433	-0.037	-0.119
Si	0	5.801	2.05	-0.253	0.069	-0.141
Si	0	-5.801	2.05	-0.29	0.013	0.084
Si	0	-1.934	2.05	-0.196	-0.083	0.068
Si	3.867	1.934	2.05	0.377	-0.024	-0.109
Si	3.867	5.801	2.05	0.327	0.026	-0.148
Si	3.867	-5.801	2.05	0.193	0.033	-0.093
Si	3.867	-1.934	2.05	0.313	-0.084	-0.005
Si	7.734	1.934	2.05	-0.205	-0.02	0.053
Si	7.734	5.801	2.05	-0.288	0.025	-0.15
Si	7.734	-5.801	2.05	-0.331	0.001	-0.071
Si	7.734	-1.934	2.05	-0.216	-0.017	0.059
Si	-3.867	1.934	2.05	0.106	-0.013	-0.004
Si	11.602	5.801	2.05	0.241	0.093	-0.205
Si	-3.867	-5.801	2.05	0.443	0.058	-0.159
Si	-3.867	-1.934	2.05	0.198	-0.151	-0.058
Si	-1.95	1.926	3.467	-0.012	-0.02	-0.013
Si	-1.937	5.842	3.446	-0.001	0.005	-0.003
Si	-1.936	-5.797	3.49	0.006	-0.003	0.007
Si	-1.942	-1.981	3.464	-0.005	-0.017	-0.013
Si	1.931	1.923	3.328	0.043	0.002	0.017
Si	1.938	5.819	3.345	-0.011	0.013	-0.022
Si	1.936	-5.807	3.366	0.027	0.021	-0.016
Si	1.944	-1.964	3.37	-0.02	-0.015	-0.024
Si	5.806	1.932	3.479	-0.002	0.011	-0.006
Si	5.804	5.79	3.462	0.001	-0.018	-0.007
Si	5.789	-5.797	3.464	0.014	-0.002	0.004
Si	5.803	-1.937	3.481	0.006	0.027	-0.009
Si	9.664	1.938	3.385	-0.003	-0.009	-0.029
Si	9.666	5.788	3.344	-0.009	0.031	-0.052
Si	9.68	-5.788	3.331	-0.001	-0.001	-0.006
Si	9.672	-1.926	3.373	-0.024	0.011	-0.03
Si	-1.997	-0.058	4.831	-0.003	0.02	0.073
Si	-1.995	3.915	4.799	0.096	0.004	0.006
Si	-1.891	-7.721	4.909	-0.046	0.031	-0.005
Si	-1.914	-3.887	4.944	0.008	-0.017	-0.048
Si	1.956	-0.006	4.638	-0.04	0.061	0.067
Si	1.949	3.87	4.604	-0.014	-0.061	0.072
Si	1.96	-7.735	4.694	-0.059	0.033	-0.041
Si	1.957	-3.897	4.722	-0.002	-0.044	-0.06
Si	5.806	0.001	4.894	0.004	-0.027	0
Si	5.821	3.868	4.886	0.035	0.002	0.024
Si	5.777	-7.742	4.845	0.051	0.023	-0.028
Si	5.811	-3.876	4.893	-0.128	-0.029	-0.068
Si	9.656	0	4.722	0.011	-0.014	-0.003
Si	9.643	3.887	4.698	-0.057	-0.028	0.057
Si	9.722	-7.728	4.604	0.035	0.014	0.001
Si	9.685	-3.879	4.669	0.049	0	-0.029
Si	0.048	-0.083	6.006	0.015	-0.067	0.006
Si	0.049	3.951	5.966	0.025	0.027	0.019
Si	0.147	-7.685	6.197	0.043	-0.082	0.013
Si	0.141	-3.941	6.228	0.032	0.058	0.068
Si	3.774	-0.001	6.143	-0.017	-0.013	0.025
Si	3.771	3.887	6.094	-0.037	-0.047	0.047
Si	3.787	-7.77	6.164	-0.013	0.015	0.113
Si	3.8	-3.896	6.199	0.025	0.089	0.016
Si	7.816	-0.026	6.211	-0.024	0.083	-0.002
Si	7.822	3.867	6.235	-0.02	0.009	-0.03
Si	7.851	-7.705	5.986	-0.026	-0.031	0.018
Si	7.841	-3.914	6.11	0.073	0.029	0.076
Si	-3.979	-0.038	6.211	0.085	0.009	-0.074
Si	-3.972	3.931	6.126	-0.021	0.014	0.078
Si	-3.946	-7.743	6.136	0.003	0.03	-0.006
Si	-3.972	-3.869	6.188	-0.05	-0.044	0.004
Si	0.216	1.947	7.126	0.081	-0.004	-0.083
Si	0.714	5.785	7.322	-0.017	-0.005	-0.037
Si	0.858	-5.832	7.549	-0.016	0.046	-0.009
Si	0.711	-1.942	7.357	-0.002	0.013	-0.003
Si	3.322	1.98	7.404	-0.054	0.035	-0.147
Si	3.167	5.749	7.405	0	-0.009	-0.012
Si	3.254	-5.839	7.463	0.013	-0.08	-0.024
Si	3.152	-1.93	7.368	0.002	0	-0.005
Si	8.542	1.904	7.412	0.071	0.005	0.021
Si	8.46	5.921	7.277	0.011	-0.015	0.049
Si	8.442	-5.866	7.326	0.103	-0.049	-0.101
Si	8.379	-2.002	7.402	-0.068	-0.019	-0.013
Si	-4.483	1.973	7.34	-0.087	0.009	0
Si	-4.595	5.849	7.433	-0.017	-0.002	-0.004
Si	-4.621	-5.842	7.355	0.031	-0.022	0.018
Si	-4.69	-1.969	7.437	0.084	-0.008	0.041
Si	4.454	-1.664	9.308	0.028	-0.008	-0.065
Si	2.774	-4.967	31.152	-0.275	0.057	0.02
Si	2.774	-1.1	31.152	-0.203	0.043	-0.108
Si	2.774	2.767	31.152	-0.233	-0.054	-0.056
Si	2.774	-8.834	31.152	-0.224	-0.039	-0.105
Si	6.641	-4.967	31.152	0.213	0.002	0.063
Si	6.641	-1.1	31.152	0.258	0.08	0.038
Si	6.641	2.767	31.152	0.14	0.013	-0.022
Si	6.641	-8.834	31.152	0.198	-0.053	0.062
Si	10.508	-4.967	31.152	-0.134	0.002	0.02
Si	10.508	-1.1	31.152	-0.166	0.014	-0.107
Si	10.508	2.767	31.152	-0.165	0.049	0.004
Si	10.508	-8.834	31.152	-0.122	-0.137	-0.029
Si	-1.093	-4.967	31.152	0.157	0.027	0.058
Si	14.375	-1.1	31.152	0.127	0.051	0.012
Si	-1.093	2.767	31.152	0.204	-0.043	0.024
Si	-1.093	-8.834	31.152	0.148	-0.05	0.018
Si	4.708	-4.967	32.519	0.001	0	-0.057
Si	4.708	-1.1	32.519	-0.004	0.012	-0.059
Si	4.708	2.767	32.519	0.007	0.006	-0.054
Si	4.708	-8.834	32.519	0.021	-0.038	-0.058
Si	8.575	-4.967	32.519	-0.001	-0.01	0.05
Si	8.575	-1.1	32.519	-0.019	0.034	0.055
Si	8.575	2.767	32.519	0.01	-0.011	0.044
Si	8.575	-8.834	32.519	0.001	-0.02	0.039
Si	-3.027	-4.967	32.519	-0.006	0.009	-0.035
Si	12.442	-1.1	32.519	0.022	0.005	-0.032
Si	-3.027	2.767	32.519	-0.006	0.01	-0.036
Si	-3.027	-8.834	32.519	-0.024	-0.018	-0.037
Si	0.84	-4.967	32.519	0.013	0.02	0.052
Si	0.84	-1.1	32.519	0.012	0.028	0.041
Si	0.84	2.767	32.519	-0.002	0.003	0.047
Si	0.84	-8.834	32.519	-0.005	-0.038	0.05
Si	4.708	-3.034	33.887	-0.003	-0.007	0.023
Si	4.708	0.833	33.887	0.004	-0.013	0.026
Si	4.708	4.701	33.887	-0.023	0.016	0.032
Si	4.708	-6.901	33.887	-0.002	0.008	0.021
Si	8.575	-3.034	33.887	0.012	-0.02	-0.031
Si	8.575	0.833	33.887	0.012	-0.002	-0.021
Si	8.575	4.701	33.887	-0.006	0.021	-0.029
Si	8.575	-6.901	33.887	0.009	0.001	-0.027
Si	-3.027	-3.034	33.887	-0.007	-0.031	0.026
Si	12.442	0.833	33.887	-0.016	0.016	0.026
Si	-3.027	4.701	33.887	0.023	0.032	0.015
Si	-3.027	-6.901	33.887	-0.001	-0.024	0.014
Si	0.84	-3.034	33.887	-0.009	-0.023	-0.027
Si	0.84	0.833	33.887	-0.008	-0.005	-0.023
Si	0.84	4.701	33.887	0.005	-0.005	-0.016
Si	0.84	-6.901	33.887	-0.021	0.025	-0.029
Si	0	0	0.683	-0.144	0.025	0.006
Si	0	3.867	0.683	-0.156	0.003	-0.006
Si	0	7.734	0.683	-0.136	-0.019	-0.015
Si	0	-3.867	0.683	-0.118	0.003	-0.012
Si	3.867	0	0.683	0.144	0.018	0.002
Si	3.867	3.867	0.683	0.13	-0.002	-0.008
Si	3.867	7.734	0.683	0.176	0.002	-0.021
Si	3.867	-3.867	0.683	0.153	-0.011	-0.022
Si	7.734	0	0.683	-0.124	-0.002	0.009
Si	7.734	3.867	0.683	-0.127	0.019	0
Si	7.734	7.734	0.683	-0.135	-0.013	-0.017
Si	7.734	-3.867	0.683	-0.127	0.001	-0.006
Si	-3.867	0	0.683	0.139	0.026	0.015
Si	11.602	3.867	0.683	0.174	0	-0.004
Si	-3.867	7.734	0.683	0.08	-0.019	-0.02
Si	-3.867	-3.867	0.683	0.11	0.005	-0.029
Si	-1.078	-2.969	22.258	0.057	-0.035	-0.029
Si	-1.048	0.233	22.039	0.006	0.025	0.028
Si	-0.362	-10.241	21.446	0.049	0.017	0.009
Si	-1.871	-7.558	21.385	-0.007	-0.002	-0.005
Si	2.032	-2.994	22.29	0.018	0.038	0.026
Si	2.044	0.215	21.883	0.011	0.04	0.07
Si	2.673	-9.886	21.715	0.005	-0.089	0.072
Si	3.244	-6.83	21.642	0.017	-0.018	0.02
Si	8.559	-5.184	20.947	0.008	0.009	-0.021
Si	6.716	1.482	21.542	-0.022	-0.008	0.002
Si	6.464	-8.872	19.693	-0.004	0.018	-0.011
Si	6.184	-6.691	21.995	-0.004	0.006	0.005
Si	9.558	0.324	21.613	0.012	-0.01	-0.011
Si	10.003	-10.225	22.375	-0.013	-0.055	0.004
Si	8.923	-2.668	22.39	-0.007	0.013	-0.006
Si	10.608	-7.256	22.255	-0.02	-0.001	-0.053
Si	-3.819	2.561	9.531	-0.022	0.038	0.025
Si	-3.685	5.605	9.645	0.013	-0.015	0.006
Si	-3.018	-5.264	9.883	-0.032	0.023	0.021
Si	-0.884	-1.239	9.978	-0.008	-0.06	-0.06
Si	-1.072	1.736	9.832	0.001	0.019	0.017
Si	-0.741	-9.07	10.07	0.002	-0.008	0.002
Si	-0.09	-6.009	9.736	-0.035	0.008	0.065
Si	0.53	-4.74	12.617	0.013	0.016	0.005
Si	4.594	1.221	10.047	0.027	-0.016	0.001
Si	4.139	-9.588	9.568	0.018	0.022	0.031
Si	4.341	-6.345	9.507	0.054	-0.101	0.114
Si	8.683	2.702	10.334	-0.001	-0.009	-0.007
Si	7.211	5.541	10.014	0.004	-0.015	-0.033
Si	7.512	-5.683	9.461	-0.108	0.102	0.267
Si	7.311	-2.605	9.414	-0.083	-0.063	0.137
Si	-3.802	-2.163	9.606	0.017	0.02	0.153
Si	-3.58	0.289	14.359	-0.024	0.001	-0.022
Si	-0.79	-0.135	15.077	0.009	-0.008	-0.031
Si	-1.576	-5.579	14.689	-0.005	0	-0.003
Si	0.375	-1.76	12.535	0.016	0.014	0.031
Si	3.136	-0.715	11.783	0	-0.028	0.017
Si	5.443	-11.707	17.062	-0.003	-0.001	-0.027
Si	4.676	2.87	14.094	0.006	-0.008	0.009
Si	4.864	-5.758	12.276	0.017	-0.003	-0.011
Si	-5.092	-1.658	12.459	-0.003	0.018	-0.009
Si	6.629	1.773	12.154	0.001	-0.03	0.036
Si	6.798	-3.793	13.427	0.026	0.016	-0.005
Si	-0.038	3.919	11.751	0.005	-0.021	0.028
Si	2.571	1	18.985	0.014	0.025	-0.036
Si	-4.56	-9.254	12.571	-0.001	0.014	0.009
Si	0.368	-12.184	18.941	0.004	-0.015	-0.04
Si	7.435	-1.131	12.24	0.023	-0.001	0.008
Si	-1.669	2.554	14.154	0.005	0.004	0.002
Si	8.913	-8.257	14.39	0.014	0.003	-0.013
Si	6.017	-3.647	16.375	0.01	-0.003	-0.021
Si	-2.169	1.897	19.553	-0.003	-0.003	-0.014
Si	2.899	-3.886	16.934	-0.003	-0.009	-0.017
Si	1.349	-9.791	17.193	-0.004	0.006	-0.014
Si	6.576	-0.61	16.323	-0.014	0.002	-0.019
Si	-1.168	-4.921	19.85	-0.001	0.004	0.001
Si	7.036	-10.969	21.825	-0.03	0.045	0.04
Si	10.64	-9.845	17.326	0.019	-0.008	-0.004
Si	1.993	-4.809	19.809	-0.009	0.011	-0.019
Si	9.509	0.112	16.317	0.008	0.001	-0.005
Si	3.705	-9.993	18.969	0.026	0.011	-0.024
Si	7.282	-7.524	11.908	-0.025	0.02	0.011
Si	2.875	4.79	12.301	-0.003	0.006	0.006
Si	10.335	-6.895	16.62	0.004	-0.006	-0.019
Si	-3.727	-6.232	12.708	-0.028	0.022	0.01
Si	10.544	1.331	18.942	0.006	0.016	-0.015
Si	8.235	-5.016	17.871	0.005	0.001	-0.014
Si	-5.562	-3.729	13.537	-0.001	0.023	-0.025
Si	1.658	-0.968	16.731	0.019	0.011	-0.017
Si	3.906	-0.022	14.608	-0.008	0.016	0.001
Si	7.745	-9.535	17.06	-0.009	0.002	-0.014
Si	2.681	-5.947	14.479	0.005	0.002	-0.007
Si	-2.909	-4.6	17.14	0	-0.011	-0.009
Si	5.641	1.192	18.571	-0.012	-0.003	-0.021
Si	10.198	-2.962	16.686	-0.001	-0.014	-0.051
Si	1.979	-8.884	14.55	0.015	0.006	-0.006
Si	11.307	-11.454	19.79	-0.005	-0.009	-0.006
Si	-2.92	5.208	14.95	-0.016	-0.007	0.004
Si	-0.573	-8.28	15.568	-0.002	0.009	0.001
O	0.476	-3.46	22.527	-0.036	0.009	0.024
O	0.502	0.752	21.881	0.023	-0.03	-0.006
O	-1.063	-10.904	22.774	0.036	0.028	-0.026
O	1.078	-9.573	21.832	0.011	-0.038	-0.012
O	3.438	-8.448	21.672	-0.018	0	0.015
O	-1.315	-7.124	22.867	0.023	0.004	-0.001
O	4.898	-3.062	23.798	0.042	0.008	-0.035
O	2.855	0.996	23.044	0.027	-0.044	0.085
O	3.084	-10.833	22.965	-0.033	0.091	0.033
O	2.648	-6.453	23.119	-0.014	0.021	0.03
O	10.33	-3.05	23.117	0.009	-0.004	0.026
O	7.614	-2.93	23.32	0.044	-0.007	-0.027
O	8.338	1.389	21.515	-0.023	0.006	0.011
O	6.148	0.606	22.796	0.006	0.009	0.032
O	6.191	-10.161	22.963	0.06	-0.049	0.057
O	8.592	-11.054	22.318	0.016	0.021	0.007
O	9.832	-6.065	21.453	0.021	-0.034	0.024
O	10.614	0.773	22.773	-0.019	-0.012	0.026
O	-1.022	1.968	8.22	0.013	0.002	0.016
O	-2.652	1.674	10.27	0.013	0.012	-0.006
O	-2.353	-8.91	9.806	-0.003	0	0.007
O	0.012	5.679	8.819	-0.006	0.006	0.018
O	-1.554	-5.478	9.203	-0.012	0.01	-0.026
O	0.099	-1.969	8.902	-0.048	0.047	0.039
O	1.718	1.932	7.831	-0.021	0.015	0.084
O	4.082	2.19	8.852	-0.001	0.011	0.052
O	3.441	0.752	11.112	-0.012	0.003	0.009
O	8.166	1.822	9.048	-0.013	-0.002	-0.012
O	5.647	5.222	9.66	-0.013	0.029	-0.004
O	7.846	-9.096	8.764	-0.019	-0.016	0.02
O	5.911	-5.966	9.21	-0.019	-0.025	-0.039
O	5.688	-2.726	9.112	0.007	-0.019	-0.025
O	-4.152	-5.987	8.96	0.001	0.011	0.002
O	11.576	-5.89	16.905	0	0.002	0.012
O	-4.763	-1.665	10.846	0.066	-0.03	-0.081
O	-0.309	-1.015	13.793	-0.007	0.007	0.002
O	4.453	-3.426	16.749	0.004	0.001	0.011
O	-2.002	-9.033	15.496	-0.001	0	0.003
O	-0.868	2.255	18.64	-0.008	-0.005	0.024
O	-1.326	-9.031	20.919	0.021	-0.005	0.019
O	2.551	-3.708	20.897	-0.004	0.005	0.006
O	1.859	-0.201	18.15	0.002	-0.005	0.015
O	2.816	0.519	20.503	-0.024	-0.012	0.049
O	2.287	-6.299	20.436	0	-0.006	0.018
O	4.722	-6.153	21.462	0.007	0	0.01
O	6.792	-2.216	16.419	-0.002	-0.006	0.017
O	8.216	-5.512	19.407	0.004	0	0.02
O	6.347	-12.431	21.781	0.018	0.001	-0.003
O	6.7	-7.792	20.884	-0.001	-0.009	0.006
O	-5.347	-7.348	15.053	-0.001	0.007	0.007
O	8.912	-6.212	17.009	-0.003	0.006	0.01
O	-5.361	-3.538	15.157	0.005	0	0.05
O	10.274	0.269	20.152	-0.004	-0.007	0.033
O	9.619	1.046	17.645	-0.003	-0.004	0.012
O	-2.758	-12.178	20.185	0.002	-0.01	0.017
O	10.203	-12.616	19.454	0	-0.01	0.01
O	9.658	-8.61	22.294	-0.019	0.016	-0.015
O	-0.607	1.496	14.844	-0.003	-0.011	0
O	-2.881	-5.9	11.362	-0.001	-0.017	-0.002
O	-2.433	-1.263	9.482	0.012	-0.038	-0.001
O	-0.142	-7.564	10.291	0.002	-0.008	-0.023
O	3.752	1.531	14.142	-0.001	-0.015	0.008
O	5.157	-0.154	9.336	-0.024	0.041	0.023
O	4.195	-7.962	9.787	0.02	0.051	-0.068
O	3.273	5.192	10.778	0.023	0.001	-0.012
O	2.612	-7.467	15.067	-0.005	-0.008	-0.004
O	3.906	-5.632	10.944	-0.013	-0.001	-0.024
O	7.96	0.091	15.788	0.002	0.001	0.001
O	3.709	-1.872	10.765	-0.015	0.019	0.046
O	8.159	2.131	11.761	0.015	0.006	-0.012
O	8.111	4.206	10.159	-0.021	0.044	-0.004
O	7.327	-9.068	11.387	0.009	-0.007	-0.003
O	5.92	-4.517	12.268	-0.003	0.008	0.018
O	7.98	-6.56	10.777	0.021	-0.005	-0.066
O	6.513	0.181	12.419	-0.008	0.028	-0.02
O	7.51	-1.609	10.689	0.015	-0.002	-0.017
O	-0.989	3.299	12.898	-0.012	-0.008	-0.01
O	-3.911	-0.803	13.198	0.008	-0.002	0.007
O	-3.139	4.061	9.517	0	0.013	-0.011
O	2.136	-9.999	15.755	-0.006	-0.001	0.002
O	0.361	-8.739	14.3	0	-0.001	-0.006
O	5.341	-0.239	15.336	0.013	-0.008	0.011
O	-0.485	5.448	11.372	-0.012	0.016	-0.014
O	3.156	-10.663	20.36	-0.017	0.02	0.046
O	-1.354	-6.469	20.304	0.006	-0.004	0.013
O	-4.939	0.667	15.177	-0.006	0.003	0.008
O	-2.018	-4.452	15.777	0.004	0.004	0.008
O	-2.006	-4.73	18.473	0.002	0.003	0.015
O	8.915	-1.118	21.951	-0.001	-0.007	0.021
O	7.818	-4.105	9.859	0.012	-0.014	-0.105
O	4.221	-11.189	18.003	-0.005	0.012	0.026
O	0.401	-4.627	19.539	0.005	0	0.014
O	1.5	3.924	12.274	0.001	-0.003	-0.008
O	1.706	2.372	19.035	-0.003	-0.009	0.015
O	1.534	-5.781	13.342	0.009	-0.008	0
O	-0.013	-11.364	20.308	-0.003	0.022	0.038
O	1.53	-0.797	11.933	-0.01	0.004	-0.006
O	8.022	-7.372	13.353	-0.004	0.007	-0.007
O	8.361	-4.191	13.272	-0.02	-0.001	0.003
O	6.21	2.534	17.824	-0.001	0.001	0.013
O	6.254	-0.118	17.837	0.004	0.003	0.022
O	0.391	-5.1	11.028	0.009	0	-0.022
O	11.549	-10.503	18.494	-0.003	0.006	-0.008
O	5.715	-7.146	12.156	0.008	0.006	0.005
O	4.821	-12.085	15.617	0.002	0.009	0.023
O	2.674	-0.385	15.601	-0.007	-0.012	0.006
O	2.688	-9.305	13.162	-0.011	0.01	0.021
O	-2.401	-0.364	15.313	0.018	0.001	0.017
O	5.685	2.11	10.862	-0.015	-0.003	-0.021
O	4.897	-8.912	19.227	-0.01	-0.005	0.007
O	0.618	-11.157	17.699	0.004	0.003	0.011
O	-2.789	-6.424	14.015	0.008	-0.003	-0.003
O	2.509	-4.898	15.712	0.002	0.004	0.011
O	9.966	-1.377	16.734	0	0.004	0.011
O	-0.698	-6.661	15.531	0.003	0	0.008
O	7.357	-8.576	18.346	-0.005	-0.002	0.008
O	7.274	-5.48	21.903	-0.006	-0.01	0.015
O	-4.708	-4.979	12.969	0.026	-0.039	-0.012
O	-1.138	-1.392	21.795	-0.011	0.012	0.009
O	6.906	-10.312	20.338	0.005	-0.007	0.008
O	-1.683	-3.89	21.027	-0.019	-0.005	0.011
O	6.689	-2.188	13.218	-0.009	-0.02	-0.007
O	6.169	2.565	13.491	0	0	-0.018
O	11.967	-7.602	21.401	0.009	0.018	0.027
O	-4.455	-7.638	12.413	0	0	0.009
O	0.19	-8.659	16.967	-0.001	0.001	0.007
O	1.061	-3.209	12.85	-0.006	-0.005	0.001
O	4.079	-5.73	13.689	-0.012	0.002	-0.001
O	6.701	-4.711	17.404	0.003	-0.003	0.012
O	3.802	-0.936	13.258	-0.003	0.016	-0.01
O	2.75	-4.629	18.378	-0.003	0.001	0.023
O	-4.608	5.675	11.022	0.005	-0.001	-0.003
O	8.866	-3.592	21.054	-0.004	0.009	0.025
O	-3.329	5.495	13.384	0.006	-0.002	0
O	10.649	-8.223	17.511	0.003	-0.005	0.015
O	6.201	-4.231	14.869	-0.007	-0.004	0.015
O	10.864	-10.549	21.038	-0.047	0.016	0.042
O	-1.871	0.904	20.801	0.009	0.007	-0.009
O	9.098	-10.369	17.436	0.001	-0.002	0.002
O	-0.18	2.922	10.48	-0.016	-0.019	-0.023
O	-5.166	2.637	10.457	0.005	-0.018	-0.009
O	2.429	-9.238	18.281	0.009	-0.005	0.021
O	12.148	1.247	18.58	0.012	0.003	0.022
O	1.924	-2.573	16.895	-0.005	0.009	0.007
O	-0.776	-2.014	11.404	0.003	0	-0.001
O	9.111	-3.664	17.668	-0.005	-0.005	0.014
O	-0.408	0.303	10.193	-0.002	-0.008	-0.018
O	-3.367	-3.688	9.993	-0.007	0.048	-0.053
O	4.033	1.262	18.338	-0.015	0.002	0.018
O	-2.15	3.776	15.133	0.004	0.01	0.005
O	11.21	-10.292	15.872	0.009	-0.005	0.01
O	0.104	-0.667	16.323	-0.006	-0.002	0.015
O	9.559	-9.481	13.488	0.001	-0.001	-0.006
O	2.051	-1.382	22.086	0.007	-0.026	-0.012
O	7.982	-8.755	15.64	-0.006	-0.009	0.015
O	-2.977	1.667	13.703	0.004	0.006	0.002
O	6.516	-10.538	16.801	-0.005	-0.004	0.003
O	8.969	-0.84	12.707	-0.006	0.011	0.003
O	-0.87	-4.825	13.441	-0.007	-0.002	0.001
O	4.011	3.935	13.075	-0.008	0.003	-0.015
O	11.68	-3.246	17.291	0.005	0.004	0.014
O	6.051	1.029	20.132	0.009	-0.002	0.042

Results
free energy: -285397.944 eV
free energy less fixed offsets of O -568.88, Si -635.61 eV per atom: -13.944 eV

The program warned: the cutoff lies below the one the program advises for these potential files; the forces do not sum to zero within the program's tolerance; the exchange-correlation potential is rough where the density is thin.
